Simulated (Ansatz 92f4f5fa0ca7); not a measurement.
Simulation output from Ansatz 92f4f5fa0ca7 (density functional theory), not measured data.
Periodic cell of 122 atoms, Si78O44, from a study of silicon, its oxide and their interface. The atomic structure is a simulated model.

Settings: functional r2SCAN; potential files Ansatz norm-conserving; basis plane waves; wave-function cutoff 1300 eV; density cutoff ratio 4; exchange-correlation grid ratio 1; k mesh 2 x 2 x 1, shifted by 0.5 0.5 0.5 of a step; self-consistency stop 5e-08 eV per atom in the density residual; occupations Fermi-Dirac, 0.05 eV; spin none; net charge 0.

Cell vectors (angstrom)
a, 10.88, 0, 0
b, 0, 10.88, 0
c, 0, 0, 17.7302

Atoms and the computed forces on them: element, x, y, z (angstrom), force x, y, z (eV/angstrom)
Si, -0.8491, -0.8884, 1.5581, 1.4637, 0.7013, 0.0865
Si, 2.6725, 6.7056, -1.0903, 1.9709, 0.0513, -4.2964
Si, -1.5397, 6.3578, 0.6871, -1.2597, 0.4671, -0.6418
Si, -1.739, 9.897, -0.5172, -0.8067, -0.3864, -0.3385
Si, 5.2089, 0.4171, -0.9614, -0.2157, -4.0949, -0.4453
Si, 9.7376, 4.026, 1.8395, -1.9315, 2.2329, -1.7927
Si, 6.5551, 5.2079, -0.8442, -0.4304, -1.1794, -2.9037
Si, 8.5353, 7.2861, -2.997, 1.6735, 2.1001, 4.3804
Si, 2.3566, 2.0756, -0.3742, -0.4698, -3.2936, 2.3684
Si, 4.4569, 2.8802, 0.0689, 1.0224, -0.2351, 4.3325
Si, 3.9837, 7.4142, 0.817, 0.1065, -0.501, 0.0444
Si, 2.3329, 9.2649, 0.7119, 2.9077, 2.8144, -0.922
Si, 7.3396, 1.0903, 0.7702, -0.8164, 0.2578, 0.727
Si, 11.9963, 6.4156, 1.4712, 0.4552, 4.1521, -1.7737
Si, 6.1603, 5.9298, 1.1752, -0.6197, 1.3514, 2.9002
Si, 11.7585, 11.9613, 1.4507, 2.1655, -2.3025, -1.148
Si, 0.1621, 2.6396, 2.7469, 0.2837, -0.7871, 2.2989
Si, 2.7666, -0.0287, 2.6167, -1.3675, -0.4884, 0.229
Si, -0.0045, 8.1625, 2.6985, 0.5345, -0.1145, -0.372
Si, 2.5427, 5.6559, 2.7731, 2.4839, -1.7236, 1.5616
Si, 5.5127, 2.6199, 2.8056, -0.9163, 0.4035, -1.112
Si, 8.2059, -0.0644, 2.6334, -0.5401, 0.5811, 0.7761
Si, 5.4295, 8.0983, 2.6033, 0.4732, -0.2652, 0.0045
Si, 8.1591, 5.4722, 2.7726, -0.8542, -0.4412, -0.7672
Si, 1.36, 4.08, 4.0729, 0.9412, 0.2185, -0.2742
Si, 4.08, 1.36, 4.0729, 0.063, -0.8509, 0.2009
Si, 1.36, 9.52, 4.0729, 0.8962, 0.5445, -0.0651
Si, 4.08, 6.8, 4.0729, 0.1962, 0.5452, -0.0236
Si, 6.8, 4.08, 4.0729, -0.2149, 0.0777, 0.3335
Si, 9.52, 1.36, 4.0729, -0.667, -0.3454, -0.4354
Si, 6.8, 9.52, 4.0729, -0.1885, -0.1525, -0.7291
Si, 9.52, 6.8, 4.0729, -0.0811, 0.4892, 0.2552
Si, 0, 0, 5.4305, -0.3192, 0.1954, -0.2703
Si, 2.72, 2.72, 5.4305, -0.7935, -0.1266, 0.4962
Si, 0, 5.44, 5.4305, 0.1278, 0.9165, -0.3487
Si, 2.72, 8.16, 5.4305, 0.0783, 0.2166, 0.3785
Si, 5.44, 0, 5.4305, -0.3985, -0.0142, 0.8089
Si, 8.16, 2.72, 5.4305, -1.0168, -0.7814, -0.0775
Si, 5.44, 5.44, 5.4305, 0.1542, -0.1104, 0.0868
Si, 8.16, 8.16, 5.4305, 1.044, 0.4222, 0.3745
Si, 0.6643, 1.9803, 6.6616, 0.7925, -2.5464, 0.3754
Si, 3.9407, 4.202, 6.7462, 1.2166, -0.7775, -2.4093
Si, 1.1134, 7.04, 6.7944, 0.2639, 0.6037, -0.6317
Si, 4.0843, 9.4334, 6.9183, -0.3402, 0.6555, -0.2963
Si, 6.8099, 1.3966, 6.9239, 0.3997, -0.3385, -0.0425
Si, 9.8762, 3.7287, 6.4746, 0.578, -0.7913, 1.7507
Si, 6.8218, 6.8053, 6.7243, -0.6698, 0.2023, 3.4633
Si, 10.1795, 8.9192, 6.6277, -1.0634, -0.2988, -0.7344
Si, 0.107, 4.4683, 8.6337, 0.8591, -2.9056, 1.2837
Si, 3.7018, -0.6995, 10.2332, -1.4325, 0.3369, -3.1753
Si, 1.6635, 7.6328, 9.1077, 0.288, -2.9398, -0.2389
Si, 2.2109, 4.9891, 7.7058, -2.2256, 1.2747, 1.5337
Si, 6.7239, 3.2066, 9.4464, 0.7309, -0.9591, -0.8334
Si, 8.9131, 1.5792, 9.6313, -1.153, 0.7756, -0.9868
Si, 5.5729, 8.6014, 8.5203, 0.5181, -0.7295, -0.4657
Si, 7.0767, 5.514, 9.565, 0.1791, 2.3104, -1.2024
Si, -0.8135, 6.3243, 8.1028, -2.5671, 3.0748, -0.8661
Si, 1.4805, 0.24, 11.0556, -1.0934, 0.6565, 0.0313
Si, 1.8122, 10.3954, 8.7086, 3.366, 10.0553, -1.826
Si, 4.4826, 8.5566, 11.3527, 2.6395, -5.483, 0.3175
Si, 3.5472, 2.9199, 8.6372, -0.0108, -0.4885, 0.0533
Si, 5.7041, 5.7915, 11.8895, 1.7847, -0.283, -1.7589
Si, 6.3361, 11.4805, 10.5821, -0.4024, 3.0303, -3.1175
Si, 7.6875, 10.325, 8.2291, -1.0151, 0.3854, 1.1821
Si, 1.2013, 3.1913, 15.2156, -1.5308, -3.2122, 1.5536
Si, 2.8885, 6.1623, 12.3571, -1.7713, -1.2432, -0.5812
Si, 0.0131, 6.0467, 15.2999, 1.7436, 3.7713, -0.7672
Si, 3.3445, 9.4506, 13.0239, -1.2605, 5.825, 1.4486
Si, 11.7013, 5.6421, 10.6074, -2.932, 1.7084, -1.0297
Si, 8.452, 9.4461, 11.0799, -1.2564, 1.3821, -1.5384
Si, -0.2621, -0.0181, 15.6055, -0.4148, 3.6637, -1.2132
Si, 5.7442, 2.1742, 14.1803, 2.0658, -0.6751, -2.6594
Si, 8.7793, 6.6158, 11.9834, 5.7395, -6.1875, 0.7059
Si, 4.4854, 4.76, 14.6545, 2.7977, 5.7124, 0.9851
Si, 1.3967, 7.8297, 13.2697, -3.7663, -2.7896, 1.5006
Si, 8.806, 2.2667, 14.7031, -1.3404, -1.467, 0.3677
Si, 3.051, 12.5305, 13.1995, 0.2122, -5.6002, 0.8192
Si, 9.9826, 9.9432, 13.6171, -1.3192, -3.5445, -0.1323
O, 4.0296, -7.6509, 1.804, 2.8611, -0.5301, -2.3304
O, -0.0753, -5.467, 1.1794, -2.4358, -3.1729, -0.1471
O, 5.6052, 3.7888, -3.5231, -0.5128, -4.5295, -1.6312
O, 9.4636, 10.3731, -5.706, -0.0521, -1.4585, 1.0951
O, -2.5113, 6.7719, -1.4793, -1.4588, 0.1954, -1.2841
O, -0.2553, 6.3788, -5.8741, -1.6458, -0.931, -1.3561
O, 1.7272, 6.7229, -2.8065, -6.1092, 1.3951, 0.9168
O, 2.6148, 2.6458, -3.3423, 0.697, 3.26, 0.4057
O, 5.5378, 1.4771, -2.1457, -1.3426, -0.3397, -0.3882
O, 5.6161, 3.5281, -0.8172, 0.2067, 3.1571, 0.5519
O, 8.4017, 1.9951, 0.0681, -0.2673, 0.2718, 0.2002
O, 5.9861, 5.5823, -2.3374, -1.1391, 0.9675, 1.6356
O, 12.2318, 6.7759, -0.2248, -1.988, -1.2993, 1.3151
O, 7.3397, 12.862, -3.8738, 0.1736, -0.1171, 0.5803
O, 8.6666, 8.9025, -3.2268, -0.6238, -0.1276, -1.0701
O, 0.2616, 4.5421, 15.5809, 0.3136, -2.3446, -2.7631
O, 0.6258, 0.5452, 7.9363, 2.0034, 1.2741, 0.0269
O, 1.7991, -1.2042, 11.7737, 0.987, -0.935, 1.3932
O, 1.7055, 1.4203, 12.2175, 2.1371, 1.0728, -0.5563
O, 5.8704, 6.537, 8.3627, -2.0024, 0.7132, 0.3063
O, 4.5838, 11.4772, 10.5464, 3.4957, 1.1526, -0.0022
O, 3.3106, 7.2818, 11.2451, 1.9792, 0.5585, -0.3803
O, 5.1477, 3.3088, 8.9168, 1.2523, -0.4552, 2.0456
O, 8.2092, 5.6234, 10.8589, -0.1533, 0.0342, -0.2698
O, 7.1151, 2.2297, 10.9134, -2.3524, -1.1485, -0.9347
O, 13.8807, 0.0187, 13.9409, 2.2417, 2.2835, -2.8198
O, 5.7889, 18.276, 11.7672, -1.1159, 2.6861, -0.8114
O, 7.9562, 6.5867, 8.4271, 3.672, -2.2171, -0.4681
O, 11.9941, 9.1233, 8.7811, -4.9927, -5.9555, 1.041
O, 1.4626, 3.2914, 16.8646, 1.1831, 0.0766, -1.3018
O, -2.266, 6.2056, 13.6044, -1.13, -0.5405, -3.4725
O, 4.649, 5.7504, 13.1068, -3.3052, -0.9247, 1.7357
O, 3.3091, 5.5922, 15.3262, 2.1634, -3.3332, 2.4492
O, 0.5532, 12.5439, 14.9222, -0.8328, 0.5667, 1.3472
O, 2.3681, 8.7741, 14.0132, 1.056, -0.8085, 2.6306
O, 2.1048, 4.8352, 11.0799, 1.8617, 1.6247, 3.1088
O, 9.0002, 0.7031, 15.4756, 0.5008, 1.7126, -1.0113
O, 8.2226, 7.9791, 11.7604, -0.2495, 5.8968, -1.4851
O, 6.9526, 10.1905, 11.1893, 0.7865, -1.6937, 2.9228
O, 3.2176, -0.5312, 17.3132, -0.6859, -0.5323, 0.5499
O, 4.8192, 1.5883, 12.8512, -2.1262, 1.9424, 2.4556
O, -0.1553, -2.427, 13.5994, 2.6658, -0.6656, -1.911
O, 5.4615, 1.3268, 18.124, -0.5393, 1.3668, 0.221
O, 8.593, 9.4834, 9.3991, 1.0763, -0.8571, 2.6896

Results
free energy: -29518.442 eV
free energy less fixed offsets of O -463.61, Si -117.95 eV per atom: 80.498 eV
pressure: -0.30 GPa
stress xx, yy, zz, yz, xz, xy (GPa, positive in tension): 1.26, -1.21, 0.87, -0.27, -0.23, 0.29
